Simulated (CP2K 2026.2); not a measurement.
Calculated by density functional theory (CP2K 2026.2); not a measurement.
Periodic cell of 1152 atoms, Si864O288, from a study of silicon, its oxide and their interface. The atomic structure is a simulated model.
Doubt: the forces sum to 1.57 eV/angstrom along one axis rather than to zero, so they err by at least 0.0014 eV/angstrom per atom on average; the grid cutoff is modest.

Settings
functional: PBE
method: Gaussian and plane waves
basis set: DZVP-MOLOPT-SR-GTH
pseudopotentials: GTH-PBE
grid cutoff: 350 Ry, relative cutoff 50 Ry
k points: Gamma only
occupations: fixed
spin: none
net charge: 0

Cell vectors (angstrom)
a 32.64 0 0
b 0 16.32 0
c 0.408 -4.8246 38.9524

Atoms and the computed forces on them: element, x, y, z (angstrom), force x, y, z (eV/angstrom)
Si 0.9755 15.3928 0.088 0.2391 -0.3555 0.7985
Si 3.8613 1.5714 0.189 0.145 -0.2139 0.7846
Si 1.5996 3.7138 0.1135 -0.2292 0.266 0.7655
Si 3.9517 2.3308 38.8412 0.3249 -0.2939 0.6566
Si 1.3295 9.4291 0.1879 -0.1926 0.1978 0.7322
Si 3.7956 12.2181 0.008 0.1388 0.225 0.7231
Si 7.3699 10.0027 38.9212 -0.2761 0.1275 0.7414
Si 9.5685 -3.147 38.9076 0.1391 -0.1513 0.6586
Si 7.3124 -0.9096 38.8626 -0.1267 0.1765 0.6084
Si 9.6582 2.3164 38.6781 0.3377 -0.2732 0.7103
Si 7.3289 4.5018 38.6579 -0.3206 0.3454 0.7212
Si 9.6419 7.7994 38.734 0.2636 -0.3226 0.7364
Si 13.1745 9.7683 38.8096 -0.4109 0.302 0.6409
Si 15.4362 0.9257 0.0142 -0.265 0.2233 0.7813
Si 12.7255 -0.7285 38.9059 -0.0462 -0.1162 0.7068
Si 15.7487 1.4273 38.9068 -0.0927 0.3041 0.7623
Si 12.9357 4.8327 38.4281 -0.1348 -0.1928 0.7235
Si 14.9848 12.2883 0.0581 0.3172 -0.1723 0.6939
Si 17.7181 15.0812 0.0814 0.1565 -0.2558 0.7047
Si 20.8067 0.9757 0.2447 -0.117 0.1923 0.7476
Si 17.9526 -0.8456 38.8395 0.3347 -0.0623 0.6274
Si 20.6393 2.2557 38.9085 0.2065 -0.3417 0.7425
Si 17.9951 9.2849 0.1874 -0.1485 0.0757 0.783
Si 20.7605 11.8809 0.1543 -0.11 0.1409 0.7787
Si 23.0286 15.0641 0.1664 0.2648 -0.204 0.7279
Si 25.6357 1.603 0.2195 0.1012 -0.2184 0.7902
Si 23.4797 3.8441 0.2161 -0.2043 0.0295 0.7443
Si 25.9617 6.4797 0.3048 0.0284 0.2757 0.7118
Si 23.0443 9.8359 0.3354 -0.0634 -0.1713 0.6957
Si 25.9616 12.1424 0.2986 -0.1905 0.2264 0.7228
Si 28.7459 14.7726 0.2247 -0.2146 0.1178 0.7685
Si 31.2752 1.1408 0.2395 -0.0947 0.3327 0.7122
Si 28.1377 4.3088 0.2458 0.2668 -0.0545 0.7401
Si 31.1873 6.9323 0.2661 -0.1786 0.0975 0.7362
Si 28.2183 9.966 0.3289 0.1073 -0.3363 0.8216
Si 30.8996 12.519 0.2093 0.1819 -0.0884 0.7905
Si 2.6255 0.0478 1.4505 -0.0196 -0.0059 -0.0486
Si 5.4324 2.8002 1.3772 0.0012 0.0063 -0.0457
Si 2.6127 5.4826 1.2896 0.008 0.0087 -0.033
Si 5.3296 8.2044 1.0855 0.0051 0.0036 -0.0541
Si 2.5648 10.9327 1.4753 -0.0146 -0.0194 -0.0395
Si 5.3295 13.6104 1.1905 0.0023 0.004 -0.0545
Si 8.129 0.046 1.2964 0.0038 -0.0109 -0.0241
Si 10.8696 2.7283 1.2008 0.0099 -0.0126 -0.0342
Si 8.1624 5.5092 1.1027 0.0128 0.0374 -0.0006
Si 11.0088 8.2596 0.8891 0.0058 0.0069 -0.0095
Si 8.1139 10.9289 1.0269 0.0069 0.0019 -0.0202
Si 10.9385 13.6301 1.0843 0.015 0.0022 -0.0182
Si 13.7205 -0.0897 1.2411 -0.0039 0.0058 -0.0325
Si 16.4087 2.5823 1.3647 -0.0114 -0.0179 -0.0401
Si 13.7019 5.3403 1.3544 -0.0004 -0.0078 -0.0391
Si 16.3556 7.9998 1.2349 -0.0042 -0.0303 -0.0447
Si 13.6842 10.7689 1.2209 -0.0116 -0.0116 -0.0346
Si 16.5144 13.5081 1.3412 -0.0169 0.017 -0.0261
Si 19.1539 -0.0728 1.4965 -0.016 0.0088 -0.0847
Si 21.8669 2.6691 1.452 0.0138 -0.0151 -0.0839
Si 19.1428 5.3016 1.1339 -0.0302 0.0287 -0.0575
Si 21.8286 8.1199 1.3792 -0.0165 -0.0007 -0.0548
Si 19.1804 10.7938 1.5066 -0.0041 -0.0379 -0.0617
Si 21.8394 13.512 1.466 -0.0002 0.0022 -0.0568
Si 24.5178 -0.0159 1.4911 0.0045 -0.0007 -0.0438
Si 27.1181 2.7394 1.6174 -0.0086 0.0047 -0.0658
Si 24.5102 5.3392 1.6755 -0.008 -0.016 -0.065
Si 27.1463 8.1837 1.4412 -0.0028 -0.0091 -0.0382
Si 24.4649 11.0114 1.6994 0.024 0.0092 -0.0515
Si 27.178 13.667 1.5655 0.0117 0.0071 -0.0637
Si 29.8355 -0.0203 1.607 -0.0036 -0.0191 -0.0571
Si 32.5602 2.7139 1.433 -0.0255 0.0152 -0.0599
Si 29.8097 5.4675 1.4574 -0.0017 -0.0357 -0.0605
Si 32.475 8.3162 1.5869 0.0415 -0.007 -0.0405
Si 29.8114 11.0202 1.649 0.0173 0.0089 -0.0627
Si 32.5803 13.6739 1.3676 0.0079 0.0396 -0.046
Si 1.2934 1.405 2.8321 0.0059 -0.0337 0.0349
Si 4.0512 4.1923 2.6806 -0.0223 -0.0116 0.0236
Si 1.2665 6.8132 2.7346 0.0124 -0.0088 0.0354
Si 4.063 9.5297 2.6235 0.0154 -0.0235 0.0338
Si 1.2545 12.3233 2.7856 -0.0273 0.0259 0.0138
Si 4.0373 14.947 2.6653 0.016 0.0113 0.0137
Si 6.7748 1.3804 2.6854 -0.0245 -0.0008 0.0261
Si 9.5202 4.147 2.5361 -0.0062 -0.0024 0.025
Si 6.7394 6.8388 2.4763 -0.0239 -0.0288 0.015
Si 9.578 9.5668 2.3692 0.0263 0.0228 -0.0028
Si 6.7571 12.2302 2.5078 -0.0052 -0.0239 0.0186
Si 9.5921 14.9821 2.5397 0.012 -0.0173 0.0144
Si 12.2636 1.3087 2.5255 0.0208 0.0132 0.008
Si 15.0101 3.9454 2.7033 0.0119 -0.0068 0.0174
Si 12.2633 6.8617 2.458 -0.0286 0.0142 -0.0053
Si 15.0003 9.3903 2.5935 0.0351 0.007 0.0082
Si 12.2504 12.195 2.5012 0.0051 0.0211 0.0069
Si 15.062 14.8816 2.6585 -0.0012 -0.0201 0.0213
Si 17.7736 1.3187 2.7793 0.0088 0.0141 0.032
Si 20.442 4.059 2.6794 -0.0325 0.0053 -0.0106
Si 17.7582 6.6575 2.5973 0.0358 -0.0055 0.0378
Si 20.5064 9.4319 2.8458 0.0112 -0.0224 0.0392
Si 17.7829 12.1741 2.7662 0.0083 -0.001 0.0185
Si 20.4575 14.853 2.8261 0.0168 -0.0089 0.0427
Si 23.1607 1.3234 2.8712 0.017 -0.0069 0.0396
Si 25.8314 4.0358 3.0488 0.0047 -0.0061 0.0512
Si 23.107 6.7838 2.8275 -0.0028 0.0531 0.0154
Si 25.8194 9.5098 2.8772 0.015 0.0126 0.0296
Si 23.1254 12.3223 3.0035 -0.0176 0.0248 0.0331
Si 25.8502 15.0184 2.8998 -0.0182 -0.0102 0.0064
Si 28.5141 1.3843 2.9017 0.0088 0.0003 0.005
Si 31.2237 4.1115 2.7706 0.0042 0.0059 0.0224
Si 28.5166 6.8552 2.8441 -0.02 0.0252 0.0003
Si 31.1763 9.6457 2.9452 -0.0327 -0.0111 -0.0058
Si 28.482 12.3385 2.9965 0.0062 0.02 0.0413
Si 31.2712 14.9627 2.8732 0.0127 -0.0182 0.0432
Si 32.6291 0.0199 4.1987 -0.0023 -0.0113 -0.0027
Si 2.7181 2.7934 4.0739 -0.0097 0.0343 -0.0093
Si 32.5953 5.4582 4.1296 0.0027 0.005 0.0093
Si 2.7153 8.1694 4.0242 -0.0263 0.0159 -0.0119
Si 32.6055 10.9692 4.2091 0.011 0.024 0.0226
Si 2.7044 13.626 4.0889 -0.0027 0.019 -0.0019
Si 5.4117 0.002 4.0175 -0.003 0.0123 -0.0074
Si 8.186 2.7683 3.955 0.0226 0.002 -0.0038
Si 5.4601 5.5173 3.9864 0.022 0.0158 0.0222
Si 8.1832 8.2013 3.7941 0.0105 -0.0044 -0.0232
Si 5.4488 10.8882 3.9597 -0.0001 0.0228 0.0007
Si 8.1689 13.5952 3.8654 -0.0118 0.0066 -0.0102
Si 10.9205 -0.0127 3.9453 0.0042 0.0064 0.0233
Si 13.5844 2.6334 3.9906 -0.0035 -0.0237 0.0305
Si 10.9023 5.4969 3.8758 0.0088 -0.0048 0.0149
Si 13.5927 8.1195 3.9557 -0.0193 -0.0187 0.0001
Si 10.8726 10.8688 3.8756 -0.0016 -0.0107 0.0033
Si 13.6197 13.5294 3.936 -0.0102 -0.007 -0.0051
Si 16.3568 -0.052 4.0658 -0.0109 -0.0033 -0.0146
Si 19.0942 2.7253 4.0976 0.003 -0.009 0.0064
Si 16.3697 5.3653 4.0119 -0.01 0.0189 -0.005
Si 19.0482 8.0509 4.0647 -0.0013 -0.0168 -0.0335
Si 16.3346 10.7881 3.9943 -0.023 -0.0088 -0.005
Si 19.0718 13.5364 4.171 0.0002 0.0079 0.0005
Si 21.776 -0.0465 4.1805 -0.0033 0.0086 -0.0248
Si 24.4543 2.6604 4.304 -0.0068 -0.0086 0.0057
Si 21.7341 5.4073 4.1289 0.0128 -0.0237 0.0093
Si 24.4572 8.1478 4.205 0.004 -0.0111 -0.0061
Si 21.78 10.8508 4.2332 -0.0121 -0.0206 -0.0154
Si 24.5039 13.6742 4.2862 0.0023 0.0014 -0.001
Si 27.1862 0.0355 4.2708 -0.0009 -0.0072 -0.0164
Si 29.9172 2.7519 4.1829 0.0309 0.0117 -0.0003
Si 27.2092 5.4841 4.2543 0.0106 -0.0164 -0.0165
Si 29.8648 8.1939 4.2291 -0.0082 -0.0092 -0.0174
Si 27.1585 10.8783 4.2572 -0.0082 0.001 -0.0254
Si 29.918 13.6497 4.276 0.0037 0.0259 0.0039
Si 1.3753 -1.3954 21.7823 -0.0146 -0.0079 -0.0039
Si 4.0855 1.2923 21.78 -0.0115 -0.0111 -0.0004
Si 1.3798 4.0162 21.7891 -0.0076 -0.0016 0.0042
Si 4.1027 6.7831 21.7753 0.0086 -0.0115 0.0017
Si 1.4111 9.5176 21.8133 0.004 0.0008 0.0088
Si 4.0743 12.2323 21.7656 -0.0029 -0.0011 0.0094
Si 6.7434 -1.3909 21.7978 -0.0004 -0.0188 0.0011
Si 9.495 1.3285 21.6727 0.0053 -0.002 -0.009
Si 6.837 4.0798 21.7211 0.0163 -0.0087 0.0002
Si 9.5328 6.7778 21.6613 -0.0131 0.0147 -0.0229
Si 6.797 9.5002 21.675 0.0071 -0.0124 -0.0115
Si 9.5189 12.2509 21.6959 0.0041 -0.0104 -0.0133
Si 12.244 -1.3553 21.6997 -0.0019 0.0027 -0.0013
Si 14.9393 1.3558 21.7443 -0.0036 -0.0006 -0.0065
Si 12.2404 4.0418 21.7107 -0.0053 0.014 0.0007
Si 15.007 6.7889 21.6957 0.0008 0.0141 -0.0141
Si 12.2275 9.5009 21.6568 0.0035 -0.0064 -0.0183
Si 14.983 12.2342 21.6978 0.004 -0.0029 -0.0025
Si 17.6486 -1.3381 21.7328 -0.0031 0.003 -0.0018
Si 20.3906 1.4082 21.7528 0.009 0.0043 -0.0106
Si 17.6678 4.1104 21.7686 -0.0025 0.003 0.0049
Si 20.3926 6.8479 21.8008 0.002 0.0054 -0.005
Si 17.6802 9.534 21.8017 -0.0093 0.0103 0.0079
Si 20.3998 12.2602 21.7498 0.0043 0.0062 -0.0104
Si 23.096 -1.3408 21.7849 -0.0124 0.0008 -0.0012
Si 25.8375 1.3731 21.7559 0.0168 -0.0126 -0.0135
Si 23.0919 4.1331 21.8038 0.0111 -0.0057 0.0019
Si 25.8404 6.8719 21.8203 0.0037 0.0151 -0.0101
Si 23.1366 9.5614 21.8158 0.0229 0.0014 -0.003
Si 25.7968 12.2512 21.7963 -0.0135 0.0056 -0.0052
Si 28.5383 -1.3663 21.7587 0.0019 -0.0031 -0.0161
Si 31.3163 1.3788 21.7838 -0.001 0.0147 -0.0014
Si 28.5993 4.1377 21.7789 0.0068 0.0152 -0.0096
Si 31.2792 6.7672 21.7578 -0.0011 -0.0122 -0.0077
Si 28.5328 9.5287 21.8024 -0.0037 -0.0031 -0.0009
Si 31.2909 12.2047 21.7936 -0.0041 -0.0018 -0.0169
Si 2.7326 -0.0771 23.1821 0.0262 -0.0014 0.0282
Si 5.5276 2.6447 23.0462 0.0241 0.0008 -0.0198
Si 2.7713 5.3622 23.112 -0.0037 -0.0074 0.0241
Si 5.4611 8.1908 23.1012 0.0124 0.0122 -0.0027
Si 2.8123 10.8593 23.1989 0.0211 -0.0193 -0.0146
Si 5.348 -2.7331 23.1994 0.0024 0.0416 0.0195
Si 8.1297 0.0157 23.0734 -0.0173 0.0175 -0.0302
Si 10.8855 2.6203 23.0271 0.0172 -0.006 0.0208
Si 8.1639 5.5026 23.065 0.0005 0.0173 0.0291
Si 10.9166 8.0968 23.009 0.0081 -0.0042 0.0012
Si 8.165 10.8474 22.9956 -0.0172 0.0103 0.0111
Si 10.8746 -2.6926 23.0458 0.0164 0.0054 0.0222
Si 13.5918 -0.0279 23.1062 -0.0156 0.0096 -0.003
Si 16.2819 2.7386 23.0945 -0.0017 0.0162 0.0069
Si 13.6208 5.4468 23.0116 -0.0041 -0.0321 -0.025
Si 16.3449 8.1012 23.13 0.0085 0.0015 0.0171
Si 13.6084 10.8406 22.9784 -0.0039 -0.0329 -0.0111
Si 16.2863 -2.6988 23.0915 -0.0037 0.0085 0.0055
Si 19.0147 0.0384 23.0619 0.0145 -0.0068 -0.0037
Si 21.7218 2.7652 23.1575 -0.03 0.0142 -0.0164
Si 19.0365 5.4711 23.1456 0.0088 -0.0052 -0.0062
Si 21.7272 8.2529 23.1639 -0.0119 -0.0038 0.0042
Si 19.0404 10.9493 23.139 0.0005 -0.0009 -0.0257
Si 21.734 -2.7159 23.1389 -0.0132 0.0008 0.0037
Si 24.4741 0.0229 23.1234 0.0009 -0.0006 0.0022
Si 27.2152 2.7611 23.0576 0.0049 0.0109 -0.0109
Si 24.4248 5.5524 23.1449 -0.0046 -0.0171 0
Si 27.2008 8.207 23.2374 -0.0094 0.0067 0.015
Si 24.4965 10.8925 23.2282 0.0008 -0.0108 0.0293
Si 27.1428 -2.6915 23.1299 0.0023 0.0102 -0.0088
Si 29.9087 0.0121 23.0639 -0.0189 -0.0079 -0.0043
Si 32.6843 2.6771 23.2213 0.0023 -0.024 -0.0036
Si 29.9401 5.4758 23.2093 -0.0189 0.0083 0.012
Si 32.649 8.1149 23.0773 0.0008 -0.001 0.006
Si 29.8753 10.8917 23.1549 0.0135 -0.0036 0.0045
Si 32.6869 -2.7885 23.1408 -0.0057 -0.0014 0.0156
Si 1.4066 1.2504 24.5859 -0.0133 0.0118 -0.0115
Si 4.2301 3.9888 24.396 -0.0258 0.0305 -0.0072
Si 1.3695 6.7327 24.4106 -0.0008 -0.0016 -0.0299
Si 4.1873 9.4949 24.6032 -0.0097 0.0297 0.006
Si 1.4588 12.2143 24.5513 0.0161 0.016 -0.0024
Si 3.9942 -1.3924 24.7044 -0.0042 -0.0173 -0.0234
Si 6.8006 1.3222 24.5236 -0.0159 -0.0109 0.0052
Si 9.542 4.0518 24.2702 -0.003 -0.0033 -0.0449
Si 6.8482 6.9242 24.4757 0.0159 0.0078 -0.0308
Si 9.5617 9.4857 24.2897 -0.007 -0.0306 -0.0208
Si 6.754 12.1167 24.3687 -0.0276 -0.0258 -0.0297
Si 9.4825 -1.3294 24.3936 0.0008 0.0202 -0.0151
Si 12.1828 1.2534 24.4772 -0.0204 -0.001 -0.0132
Si 14.8907 4.1015 24.4257 0.0055 0.006 -0.0084
Si 12.302 6.7771 24.3962 0.0173 0.0387 -0.0271
Si 14.8692 9.4305 24.3683 -0.0386 -0.0393 -0.0263
Si 12.3103 12.2545 24.2963 0.0188 -0.0021 -0.0398
Si 14.9224 -1.3915 24.5022 -0.0268 0.001 -0.0155
Si 17.6546 1.377 24.4234 0.0115 -0.0176 -0.0192
Si 20.3478 4.112 24.5428 0.0106 0.0016 -0.012
Si 17.7492 6.8146 24.5794 -0.0005 0.0336 0.0045
Si 20.4045 9.6549 24.5472 0.0327 -0.0123 0.0149
Si 17.6773 12.3361 24.4612 0.0373 0.0193 0.0065
Si 20.3451 -1.3162 24.4324 -0.0171 -0.0081 -0.0178
Si 23.1311 1.4093 24.4574 -0.009 -0.0023 -0.0087
Si 25.8742 4.1752 24.3611 0.0304 0.0038 -0.0356
Si 23.0409 6.9052 24.5512 0.0436 -0.012 -0.0087
Si 25.8776 9.5703 24.6707 0.0003 0.002 -0.0332
Si 23.0882 12.2612 24.5414 -0.0168 0.0127 -0.044
Si 25.803 -1.3296 24.5202 0.0119 0.0009 -0.0035
Si 28.5538 1.3884 24.4106 -0.0034 -0.012 -0.0316
Si 31.3041 4.0738 24.5426 -0.0026 -0.0036 -0.0165
Si 28.6 6.8761 24.6107 0.0341 -0.0002 -0.0179
Si 31.2601 9.4612 24.4136 -0.0102 -0.0235 -0.0481
Si 28.4569 12.2621 24.4992 -0.0088 -0.0128 -0.0264
Si 31.2431 -1.404 24.3664 -0.0287 0.0095 -0.0386
Si 32.603 -0.2147 25.8267 0.0429 0.0297 0.037
Si 2.9674 2.5804 25.7981 0.0185 -0.0405 0.0395
Si 32.6952 5.4243 25.8756 -0.0296 -0.0023 0.0381
Si 2.7224 8.0658 25.7829 -0.0139 -0.0034 0.0633
Si 32.6679 10.7753 25.6987 -0.0227 -0.0182 0.0515
Si 2.6611 -2.8195 26.1814 -0.0114 0.0432 -0.0015
Si 5.4766 -0.0233 26.0035 0.0048 -0.0024 0.0736
Si 8.182 2.818 25.7029 -0.0188 -0.0061 0.0317
Si 5.4979 5.4644 25.7336 -0.0088 -0.0004 0.0251
Si 8.2796 8.3076 25.8327 -0.0246 -0.0165 0.066
Si 5.6227 10.8303 26.0116 0.0093 -0.0068 0.038
Si 8.091 -2.7777 25.5791 -0.0318 0.0078 0.016
Si 10.7959 -0.0903 25.9074 0.0238 0.011 0.0605
Si 13.5075 2.7148 25.7551 0.0142 -0.0051 0.0702
Si 10.9798 5.3066 25.6005 0.0342 -0.0389 0.0772
Si 13.5494 8.105 25.888 0.0358 0.0262 0.071
Si 10.9575 10.8457 25.5292 -0.0176 -0.0091 0.0505
Si 13.5456 -2.7795 25.8377 -0.0023 0.0247 0.0786
Si 16.2891 0.0174 25.7859 -0.0015 -0.0154 0.0824
Si 18.96 2.7197 25.8601 0.0325 0.0624 0.0438
Si 16.2875 5.3943 25.8207 -0.0018 -0.015 0.0316
Si 19.104 8.323 25.9493 -0.0424 -0.0496 0.0311
Si 16.249 10.8686 25.5576 -0.0198 -0.0228 0.0519
Si 18.9268 -2.549 25.8908 -0.0048 0.0179 0.0533
Si 21.7903 -0.0052 25.7544 0.0016 -0.0127 0.035
Si 24.4993 2.862 25.6951 0.0108 0.0065 0.0582
Si 21.6575 5.5319 25.905 -0.0296 0.0041 0.0683
Si 24.3847 8.2584 25.9735 -0.0144 0.0287 0.0322
Si 21.6847 11.0176 26.0062 0.001 -0.0147 0.0715
Si 24.462 -2.7048 25.8877 -0.0091 0.0107 0.0903
Si 27.1417 0.1117 25.7992 0.0166 -0.001 0.0508
Si 29.9336 2.6629 25.8299 -0.0128 0.0052 0.0218
Si 27.192 5.4592 25.837 -0.0104 -0.0242 0.0468
Si 29.9835 8.2548 25.9929 -0.0091 -0.0055 0.0776
Si 27.2565 10.9691 26.0794 -0.0175 -0.0146 0.0559
Si 29.8122 -2.65 25.7512 0.0112 0.0322 0.0441
Si 0.7186 -1.9055 27.3475 0.3587 0.0738 -0.6906
Si 4.226 1.3572 27.5002 -0.0122 0.0037 -0.742
Si 1.763 4.1811 26.9144 -0.2009 0.0214 -0.6827
Si 3.8454 6.4507 27.0618 0.0787 0.1659 -0.7428
Si 1.1449 9.2168 27.0639 0.0409 0.0696 -0.764
Si 4.4231 12.3462 27.3579 -0.176 -0.1261 -0.6973
Si 6.6441 -1.7581 27.0909 -0.0261 0.1304 -0.6952
Si 9.6767 1.6861 27.0446 0.0157 -0.2031 -0.6368
Si 7.2006 4.5156 27.0131 -0.2316 -0.3046 -0.7683
Si 9.5409 6.6108 26.7834 0.0909 0.2143 -0.6885
Si 7.4627 9.9737 27.3725 -0.2098 -0.2044 -0.7011
Si 9.5494 12.1977 26.7371 -0.0169 -0.0182 -0.523
Si 11.7517 -1.9376 27.1194 0.0895 0.1696 -0.7185
Si 15.0256 1.5072 27.0135 -0.129 -0.0737 -0.7002
Si 11.9751 3.8179 27.1492 0.175 0.1661 -0.6937
Si 15.246 7.0119 27.1435 -0.3758 -0.2095 -0.6777
Si 12.4053 9.8225 27.0393 -0.0678 -0.2806 -0.6988
Si 14.7618 11.9045 26.9981 0.0565 0.2714 -0.6953
Si 17.8499 -0.8856 27.2865 -0.2145 -0.3716 -0.6684
Si 20.2486 1.1459 27.0266 0.084 0.2373 -0.6872
Si 17.233 3.7106 27.1566 0.2464 0.207 -0.7666
Si 20.3952 6.942 27.3642 0.0065 0.0418 -0.7106
Si 17.3251 9.4276 27.0134 0.3384 0.195 -0.6917
Si 20.5187 12.7233 27.218 -0.0265 -0.2022 -0.6815
Si 22.8896 -1.5365 27.1656 0.107 0.1007 -0.7296
Si 25.9929 1.7472 27.0758 -0.0681 -0.2292 -0.7196
Si 23.3834 4.4096 27.0375 -0.222 -0.1101 -0.7292
Si 25.5849 6.6115 27.1199 0.1282 0.1655 -0.7141
Si 23.2668 9.8827 27.3544 -0.2489 -0.3181 -0.752
Si 25.5575 12.101 27.3281 0.3195 0.1813 -0.7231
Si 28.6975 -1.0315 27.1036 -0.0928 -0.1778 -0.7165
Si 31.0543 0.9816 27.066 0.0621 0.2156 -0.74
Si 28.3419 3.8288 27.1004 0.1534 0.1556 -0.6808
Si 31.5875 7.0402 27.2313 -0.146 -0.1608 -0.7123
Si 29.0581 10.0177 27.3593 -0.1901 -0.1885 -0.689
Si 31.2308 12.1894 26.8392 -0.0142 -0.0088 -0.5336
Si 0.7624 1.235 34.9276 0.0724 -0.0139 -0.0016
Si 7.9359 3.0607 31.6263 -0.0429 -0.0001 -0.0763
Si 2.027 2.7306 31.1544 0.0328 -0.0774 -0.2253
Si 0.4386 3.5333 33.3675 -0.0589 0.065 0.0813
Si 0.9674 -1.414 30.4173 -0.0532 -0.0437 -0.1077
Si 32.6921 0.0935 37.4734 0.104 -0.0375 0.0245
Si 5.8645 3.3384 29.5164 -0.1435 -0.1158 -0.1602
Si 7.7529 -3.0044 31.9364 0.1326 0.0391 -0.0421
Si 11.5046 9.5121 30.0408 0.1269 -0.0668 -0.0943
Si 17.9297 -0.8771 30.3204 -0.2062 0.0145 -0.1743
Si 10.1004 6.986 29.6145 0.1386 0.124 0.0041
Si 14.3392 9.5533 31.0781 0.1052 -0.0068 -0.0746
Si 24.7508 -0.5783 33.8191 -0.0024 0.0413 0.0935
Si 3.8196 1.4426 35.7808 -0.0012 0.1014 0.1375
Si 19.4493 8.468 36.854 0.0187 -0.0093 0.1819
Si 9.8715 6.1507 33.8183 -0.0428 0.1651 -0.011
Si 6.4574 -0.6076 31.2125 -0.0963 -0.0171 -0.0321
Si 15.65 9.3793 33.8467 -0.0477 0.0014 -0.0369
Si 22.3228 11.4541 34.1349 0.0373 0.0762 0.0606
Si 19.7922 11.607 32.5629 -0.0137 0.0088 0.0931
Si 21.2576 -3.0943 36.2872 -0.0857 -0.0366 0.0528
Si 19.6421 0.9749 31.9151 0.0103 -0.0461 0.0275
Si 20.7094 4.0714 34.3698 -0.0611 -0.0339 0.1324
Si 25.2553 9.0766 36.8754 0.0021 0.0074 0.2323
Si 27.6772 3.6016 35.5432 0.082 -0.067 0.112
Si 24.5299 0.1223 29.3359 0.0143 -0.0402 -0.0776
Si 27.3613 -1.1508 29.9211 -0.0129 0.0968 -0.073
Si 30.4706 4.9351 29.1229 -0.0428 0.0146 -0.1286
Si 26.358 12.5023 30.3342 -0.0166 0.0592 -0.149
Si 25.0304 -3.6176 32.9822 -0.0048 -0.064 0.0228
Si 28.4047 10.124 30.3542 0.0742 -0.046 -0.1636
Si 28.9337 7.5007 31.4793 0.0581 0.0095 -0.0179
Si 4.6883 4.1162 34.3615 -0.0992 0.0704 -0.0121
Si 30.2476 3.9119 37.0103 0.0723 0.0339 0.088
Si 32.7848 -3.485 32.3028 0.0452 0.0022 -0.0417
Si 31.6741 8.5768 32.2848 -0.0073 -0.0069 -0.0847
Si 4.5005 7.5545 29.9351 -0.1511 0.0067 -0.1135
Si 13.2594 9.4391 35.7794 0.0409 0.0517 0.1243
Si 30.2158 11.1677 32.3304 0.0724 0.0379 0.0186
Si 9.7749 -3.2728 35.9713 0.1043 0.063 0.0537
Si 7.1997 5.1669 33.4609 0.0424 0.0236 0.0002
Si 3.0483 9.3782 36.8956 0.0167 0.0581 0.1227
Si 3.0476 10.3448 29.3597 0.1383 -0.0252 -0.1994
Si 3.526 0.2268 30.1794 -0.1012 -0.0847 -0.1512
Si 8.5093 8.9066 32.9939 0.0059 -0.1178 0.0312
Si 16.1798 2.2266 34.2316 -0.1356 -0.1014 0.0189
Si 17.7461 4.8604 34.3144 -0.0076 -0.0694 0.1581
Si 7.6785 0.7038 33.6584 -0.0201 -0.0469 -0.0292
Si 18.4132 -2.2975 35.974 0.0022 -0.0013 0.1787
Si 10.3113 -0.6754 34.6284 -0.1299 -0.0866 0.0658
Si 14.9414 6.5791 30.269 0.0891 0.0499 -0.159
Si 19.909 8.607 31.9603 0.1233 -0.0372 -0.0462
Si 16.4723 11.1838 29.2941 -0.0581 -0.0625 -0.1185
Si 10.6583 -2.3192 32.2239 -0.1845 0.0037 -0.1001
Si 22.8097 1.0137 31.883 0.0454 -0.1494 -0.1137
Si 28.4783 1.4766 31.1108 -0.021 -0.1089 -0.0366
Si 19.0653 4.9754 29.0055 0.0122 0.0097 0.0491
Si 22.0319 8.3151 29.6804 -0.0461 -0.0251 -0.0531
Si 9.7049 11.2329 31.786 0.0239 0.069 0.0297
Si 6.914 -3.3188 34.9391 0.0388 0.1026 0.0591
Si 18.4005 0.313 34.7846 0.0959 0.1129 -0.0353
Si 18.9873 -3.6884 29.9849 -0.0938 -0.0174 -0.2608
Si 15.4827 -0.0815 32.1002 0.1294 0.1163 0.0381
Si 5.5136 11.289 36.8594 -0.0696 0.0469 0.1691
Si 21.3401 8.5554 34.4476 -0.0781 0.0458 0.0573
Si 24.0929 6.7551 31.5898 0.0305 -0.021 0.028
Si 21.4058 3.1729 28.856 -0.0268 -0.0447 -0.1022
Si 27.4993 0.9443 34.034 0.0018 -0.0529 0.1082
Si 32.5419 5.8611 36.9033 -0.0924 -0.0322 0.1575
Si 30.4014 3.5941 31.7789 -0.0989 0.0207 -0.0587
Si 26.6573 6.4268 29.856 -0.058 0.0095 0.0165
Si 8.4978 -0.1441 29.0942 -0.0242 0.0383 -0.154
Si 32.2601 -0.7675 32.8969 -0.0561 -0.0429 0.0478
Si 28.2277 5.0749 33.0931 0.0491 0.0502 -0.0607
Si 3.0515 8.4726 33.9838 0.0461 -0.0175 0.1184
Si 13.7614 1.138 29.7536 -0.0803 0.0612 -0.1158
Si 0.7546 6.6051 34.0445 -0.0661 0.0748 0.0278
Si 7.3849 8.4127 30.1211 0.0732 0.1751 -0.1917
Si 6.1165 7.7602 34.3014 0.0344 -0.0252 0.0603
Si 6.1895 -0.3532 35.946 0.0482 -0.0687 0.1298
Si 12.4564 -4.1635 34.9469 0.1051 0.0818 0.0843
Si 11.4913 1.1828 36.6978 0.0102 -0.0242 0.0754
Si 5.5949 5.8565 36.6121 -0.0234 -0.0654 -0.0267
Si 10.5099 4.4059 31.2796 -0.126 0.107 0.0115
Si 14.6717 -2.45 33.9286 -0.0362 -0.0645 0.0962
Si 17.1911 12.084 34.1792 -0.0461 -0.0599 0.0749
Si 3.8323 4.9752 31.3555 0.0728 -0.0111 0.0678
Si 11.4416 6.8915 36.4007 0.0484 0.0197 0.1545
Si 14.1813 2.7324 36.5723 0.0572 0.0929 0.0124
Si 14.1943 -2.5883 36.795 -0.0247 -0.0031 0.0068
Si 20.1681 3.8451 31.4476 -0.0951 0.0202 -0.191
Si 23.9571 3.7832 32.0982 0.0392 0.0889 -0.0717
Si 11.5291 -0.7809 29.7651 0.023 0.0828 0.006
Si 13.1687 4.093 30.0175 -0.0361 0.0757 -0.2675
Si 20.9093 1.4046 35.9205 -0.0913 0.1536 0.1974
Si 26.5792 3.7203 30.7469 0.1383 0.0327 -0.0121
Si 23.1261 -0.5783 36.2925 -0.0348 0.0396 0.1704
Si 25.2305 3.4852 37.2235 0.0025 -0.0827 0.119
Si 23.7041 4.4649 35.0056 -0.1417 -0.0537 0.0368
Si 32.6867 2.7006 28.9404 0.0256 0.0157 -0.0842
Si 17.2105 6.3057 36.8365 0.0059 0.0795 0.162
Si 29.5662 -1.2121 34.3853 0.0528 -0.0307 0.0321
Si 27.9928 -3.8692 34.0975 -0.0391 0.0584 0.1179
Si 27.4264 11.3434 36.9545 -0.075 -0.0698 0.115
Si 30.3741 -1.816 37.2778 -0.0772 -0.0738 0.0088
Si 23.9432 7.3104 34.7494 0.0482 0.0337 -0.0519
Si 17.2609 7.1161 32.2635 -0.2065 0.1251 0.0389
Si 1.5303 10.2607 31.9511 -0.1554 -0.094 -0.0344
Si 1.3802 14.9779 5.4971 -0.0024 -0.0068 0.0047
Si 4.0813 1.3873 5.3943 -0.0167 -0.0136 0.0005
Si 1.3549 4.1133 5.4632 -0.0029 -0.0077 0.0036
Si 4.0954 6.8356 5.3856 -0.0064 -0.0205 0.008
Si 1.3813 9.5409 5.433 0.0037 -0.029 0.0017
Si 4.0986 12.2326 5.3741 -0.0033 -0.0078 -0.0021
Si 6.8252 14.9454 5.3052 0.0127 -0.0149 -0.0014
Si 9.5501 1.3743 5.2992 -0.0104 0.0019 -0.0007
Si 6.8167 4.1165 5.3279 -0.0155 -0.0016 0.0065
Si 9.5144 6.8379 5.2384 -0.0179 0.009 -0.005
Si 6.8462 9.5227 5.2722 0.0116 -0.0116 -0.0082
Si 9.5176 12.2313 5.2619 -0.0028 0.0108 -0.0053
Si 12.2678 14.9217 5.3046 0.0074 0.0023 0.0075
Si 14.954 1.3082 5.3853 0.0017 -0.0009 0.0007
Si 12.2323 4.0865 5.2791 -0.005 0.0059 -0.0101
Si 14.9626 6.7529 5.3261 0.0146 0.0016 -0.0052
Si 12.2289 9.5143 5.2856 -0.0042 0.0156 -0.0082
Si 14.959 12.1748 5.3364 0.0175 0.0277 -0.0048
Si 17.6881 14.9258 5.4609 0.0055 0.0038 0.0142
Si 20.4073 1.3477 5.4851 0.0026 0.003 0.011
Si 17.6957 4.0533 5.4401 0.0061 -0.002 0.0054
Si 20.3814 6.7508 5.4913 0.0061 0.024 0.0073
Si 17.6782 9.4488 5.3935 0.009 -0.0056 -0.0007
Si 20.3941 12.1931 5.5535 0.0174 0.0006 0.0062
Si 23.1162 14.987 5.6087 0.0133 0.0127 0.0134
Si 25.8346 1.3524 5.6441 -0.0126 0.002 0.0145
Si 23.0761 4.073 5.5458 -0.013 0.003 0.0074
Si 25.8151 6.8104 5.5785 0.007 0.0159 0.0074
Si 23.1305 9.5053 5.5775 -0.0051 0.0102 0.0128
Si 25.8222 12.2504 5.6014 0.0144 -0.0003 0.0077
Si 28.5589 15.0036 5.6056 0.0128 -0.0012 0.0154
Si 31.2723 1.3863 5.5365 -0.0095 0.0027 0.0118
Si 28.5808 4.1084 5.564 -0.0084 -0.0107 0.0086
Si 31.2692 6.8203 5.5157 0.0089 -0.0125 0.0056
Si 28.5301 9.5385 5.5988 -0.0067 -0.0026 0.0094
Si 31.2673 12.2782 5.6006 -0.0017 0.001 0.0159
Si 2.7501 0.0357 6.8053 -0.0047 0.0077 0.0001
Si 5.4695 2.7481 6.7198 0.0016 0.0103 -0.0029
Si 2.7462 5.4758 6.7778 -0.0019 0.0043 0.004
Si 5.4856 8.1943 6.7029 0.0031 -0.0001 -0.0036
Si 2.7534 10.893 6.7799 0.0027 0.0065 -0.0044
Si 5.4721 13.6037 6.7129 -0.0014 0.0039 -0.006
Si 8.1811 0.0037 6.6674 0.0015 0.0074 -0.001
Si 10.889 2.7329 6.6799 -0.0026 0.0002 -0.0044
Si 8.1863 5.4782 6.6679 0.003 -0.0057 0
Si 10.8694 8.1601 6.6567 -0.0059 0.0062 -0.0001
Si 8.1788 10.8809 6.6661 -0.0025 0.0005 0.0016
Si 10.8762 13.5808 6.6586 0.0016 0.0006 0.0028
Si 13.5931 -0.0502 6.7272 0.0055 -0.0103 0.0014
Si 16.3053 2.6842 6.7572 0.0005 0.0008 -0.0005
Si 13.5957 5.4079 6.6906 0.0025 -0.009 0.0006
Si 16.2918 8.1146 6.7398 -0.0032 -0.0095 -0.0075
Si 13.5806 10.8469 6.6989 -0.0066 -0.0075 0.001
Si 16.2951 13.5436 6.7504 -0.0058 -0.0112 -0.0059
Si 19.0291 -0.0157 6.8235 -0.0017 0.0047 -0.0041
Si 21.733 2.7011 6.887 0.0032 -0.0013 -0.0126
Si 19.02 5.4053 6.8402 -0.0037 -0.0074 -0.0019
Si 21.7344 8.1255 6.8639 0.0005 -0.0076 -0.0064
Si 18.9995 10.8126 6.823 0.0001 -0.0023 -0.01
Si 21.7473 13.5794 6.899 0.0007 -0.003 -0.0093
Si 24.4712 -0.0001 6.9755 -0.0025 0.0028 0.0005
Si 27.2146 2.7487 6.9247 -0.0036 -0.0002 -0.0067
Si 24.4515 5.4317 6.8986 -0.0029 -0.0067 -0.007
Si 27.1751 8.169 6.9334 0.0005 0.004 -0.007
Si 24.4672 10.88 6.9366 0.0006 -0.0108 -0.0075
Si 27.2058 13.6073 6.9324 -0.0013 -0.001 -0.0122
Si 29.9264 0.0462 6.9249 0.0013 -0.0003 0.001
Si 32.6606 2.7481 6.8515 0.0006 0.0065 -0.0069
Si 29.941 5.4617 6.905 0.0019 0.0081 -0.0097
Si 32.6665 8.1853 6.8226 -0.0075 0.0154 -0.0003
Si 29.918 10.8899 6.926 0.0056 0.0019 0.0005
Si 32.6683 13.6364 6.8878 -0.0011 0.0052 0.0029
Si 1.3865 1.3752 8.1841 -0.0077 -0.0053 0.0023
Si 4.109 4.0919 8.1117 -0.0131 -0.0106 -0.0042
Si 1.3913 6.8173 8.1653 0.0055 -0.001 -0.006
Si 4.1274 9.5279 8.111 0.0003 0.0023 -0.0007
Si 1.4014 12.24 8.1789 -0.0119 -0.0005 -0.0038
Si 4.1231 14.9619 8.1125 -0.0029 0.0037 -0.0072
Si 6.8281 1.3623 8.0613 -0.0041 -0.0009 -0.0062
Si 9.5276 4.0952 8.0452 -0.001 0.0016 -0.0031
Si 6.8265 6.8138 8.0663 -0.0001 0.0017 -0.0059
Si 9.5283 9.5198 8.0473 -0.0013 -0.0048 -0.0032
Si 6.8261 12.2313 8.0658 -0.0004 -0.0036 -0.0037
Si 9.5319 14.9548 8.041 -0.0035 -0.0064 -0.0126
Si 12.2352 1.3526 8.0585 0.0118 0.0103 -0.0082
Si 14.9413 4.0627 8.095 0.0019 0.0024 -0.0071
Si 12.229 6.7913 8.0379 -0.0044 0.0006 -0.0094
Si 14.935 9.4958 8.0866 0.0028 0.0014 -0.0061
Si 12.2267 12.2264 8.0537 0.0011 0.0056 -0.0042
Si 14.9453 14.9217 8.108 -0.0053 0.0054 -0.0017
Si 17.6548 1.3453 8.1561 0.0027 0.0005 -0.0035
Si 20.3696 4.0634 8.2205 0.0002 -0.0064 0.0028
Si 17.6451 6.7853 8.1497 0.0056 0.0026 -0.0009
Si 20.3709 9.4911 8.2033 0.001 -0.0038 0.001
Si 17.6456 12.2062 8.1476 -0.0083 -0.0047 -0.0027
Si 20.3761 14.957 8.2119 0.0114 0.0068 -0.0049
Si 23.098 1.375 8.2721 0.0158 0.0085 0.0049
Si 25.8299 4.0938 8.2576 0.0026 -0.001 0.0001
Si 23.0955 6.7923 8.2427 -0.0031 0.0027 -0.0029
Si 25.8302 9.5287 8.2846 0.0081 0.0073 0.0052
Si 23.1003 12.2362 8.2683 -0.0008 0.0007 0.0039
Si 25.841 14.9513 8.2921 -0.0093 -0.0006 -0.0018
Si 28.5662 1.3889 8.2787 0.0106 0.0038 0.0009
Si 31.3086 4.094 8.232 -0.0009 -0.0014 -0.0011
Si 28.564 6.8089 8.2543 -0.0084 -0.0073 -0.0016
Si 31.3093 9.5185 8.2202 -0.0017 0.0001 0.0009
Si 28.5665 12.2499 8.2773 -0.0019 0.0012 0.0004
Si 31.3011 14.9883 8.243 0.0042 -0.0025 -0.0019
Si 32.6732 0.0265 9.5694 -0.0051 0.0098 0.0027
Si 2.758 2.7434 9.5081 -0.0041 0.0038 0.0018
Si 32.6787 5.4642 9.5527 0.0017 -0.0012 0.003
Si 2.7642 8.1789 9.498 -0.0022 -0.001 0.0012
Si 32.6752 10.8904 9.5505 0.0054 -0.0026 0.0043
Si 2.7651 13.6148 9.5067 0.0011 0.0001 -0.0014
Si 5.4774 0.0121 9.4586 0.0028 -0.001 0.0005
Si 8.1776 2.7298 9.4253 -0.0007 0.0023 0.0023
Si 5.4726 5.4572 9.4558 0.0008 0 -0.0035
Si 8.178 8.1681 9.437 -0.0033 0.0042 0.0009
Si 5.4752 10.8919 9.4679 -0.0048 0.0026 0.0005
Si 8.179 13.6 9.4267 -0.0036 0.0033 0.0017
Si 10.877 -0.0062 9.4261 -0.0085 0.0032 -0.0026
Si 13.5845 2.7004 9.4511 0.0087 -0.0107 0.0009
Si 10.8825 5.4399 9.4271 -0.0003 -0.0073 -0.0007
Si 13.5756 8.1379 9.4412 0.0008 -0.0023 0.0008
Si 10.8778 10.8711 9.4305 -0.0031 -0.0002 0.0001
Si 13.5746 13.5719 9.4546 0.0013 0 0
Si 16.2931 -0.0304 9.4882 0.0031 -0.0069 -0.0006
Si 19.0041 2.6961 9.5461 -0.003 0.0058 -0.0022
Si 16.2873 5.4164 9.4889 -0.0018 -0.0001 0.0009
Si 19.0031 8.1323 9.5369 -0.0037 0.0006 -0.0036
Si 16.281 10.8479 9.487 -0.0032 0.0024 0.0019
Si 19.0028 13.5743 9.525 0.0037 0.0009 -0.0055
Si 21.7333 -0.0092 9.5874 0.0005 0.0015 -0.0042
Si 24.4737 2.7304 9.6102 -0.0089 -0.0021 0.0027
Si 21.7349 5.4243 9.5789 0.0046 -0.0063 -0.0003
Si 24.4587 8.1537 9.6027 -0.0001 0.0057 -0.0017
Si 21.7255 10.858 9.5757 -0.0012 0.0066 -0.0002
Si 24.4686 13.5914 9.6225 0.0112 -0.0118 -0.0015
Si 27.2062 0.0113 9.6178 0.0026 0.0016 -0.0013
Si 29.9451 2.7451 9.6031 -0.0067 0.0016 0.004
Si 27.2006 5.4501 9.6047 -0.0059 0.0029 0.0004
Si 29.9418 8.1693 9.586 0.0058 -0.0004 -0.0018
Si 27.203 10.8874 9.6221 0.0006 0.0031 0.0043
Si 29.9423 13.6193 9.5977 0.0023 0.0011 0
Si 1.3986 14.961 10.8884 -0.0061 -0.0018 -0.0029
Si 4.1149 1.3604 10.8435 -0.0086 -0.0011 -0.0015
Si 1.3963 4.0882 10.8901 0.0003 -0.0016 -0.0002
Si 4.1142 6.8015 10.8455 -0.0064 -0.0053 -0.0019
Si 1.3988 9.5194 10.884 -0.0003 0.0033 -0.0005
Si 4.1154 12.2395 10.8526 0.0034 -0.0004 0.0006
Si 6.8253 14.9559 10.8123 0.0016 -0.0011 -0.0009
Si 9.5246 1.3592 10.7963 -0.003 0.0012 -0.003
Si 6.822 4.081 10.8114 -0.0081 -0.0091 -0.004
Si 9.5281 6.7982 10.8037 -0.0015 0.0038 -0.006
Si 6.8237 9.5181 10.8235 -0.0013 -0.0035 0.0005
Si 9.5254 12.2352 10.8016 0.0041 -0.0001 -0.0045
Si 12.2266 14.9528 10.8077 0.0082 -0.0008 -0.0033
Si 14.938 1.3473 10.8339 0.0005 0.0047 -0.0008
Si 12.2299 4.0747 10.8062 0.0007 0.0035 -0.0048
Si 14.9316 6.792 10.832 0.0009 -0.0012 -0.0054
Si 12.2293 9.51 10.8073 -0.0013 0.0024 -0.0035
Si 14.9309 12.2233 10.8373 -0.003 -0.0019 -0.0013
Si 17.6507 14.9471 10.8724 -0.0034 0.0085 -0.0006
Si 20.3704 1.3564 10.9219 0.0004 -0.0008 0.0004
Si 17.6471 4.0741 10.876 0.0023 -0.0016 0.0026
Si 20.3703 6.7928 10.9121 -0.0014 0.0013 0.0001
Si 17.6469 9.5114 10.8713 0.0041 0.0054 -0.0007
Si 20.3679 12.2365 10.9064 0.0039 -0.0024 0.002
Si 23.1029 -1.3554 10.9496 0.0029 0.0038 0.0021
Si 25.8374 1.3693 10.96 -0.0057 0.0003 0.0021
Si 23.1048 4.0871 10.9479 0.0119 0.0071 0.0037
Si 25.8358 6.8064 10.9533 0.0037 -0.0016 0.0014
Si 23.0973 9.518 10.942 -0.0014 -0.0012 0.0037
Si 25.8381 12.2417 10.9704 -0.0033 -0.0014 0.006
Si 28.5761 -1.3495 10.9564 -0.0007 0.0006 0.0008
Si 31.3071 1.3722 10.937 0.0031 -0.0033 0.0017
Si 28.5696 4.0926 10.953 0.0037 -0.0027 0.0005
Si 31.3071 6.804 10.9245 -0.0068 -0.0061 -0.0005
Si 28.5794 9.5235 10.9492 -0.0025 0.0081 0.002
Si 31.3114 12.2428 10.9207 -0.0024 -0.0011 0.0003
Si 2.7555 0.0113 12.2287 0.0026 0.0041 0.002
Si 5.467 2.7279 12.1953 0.0036 0.0059 -0.0006
Si 2.7555 5.453 12.2312 -0.0024 -0.0001 0.0007
Si 5.4659 8.1638 12.2031 -0.0016 0.005 -0.0008
Si 2.7527 10.8863 12.2304 -0.0066 0.0027 0.0015
Si 5.4684 13.608 12.2001 -0.0014 0.0032 0.0027
Si 8.1732 0.001 12.1746 -0.0009 0.0006 -0.0009
Si 10.8749 2.7148 12.1729 0.0028 -0.0045 0.0008
Si 8.1724 5.4407 12.1792 0.0023 0 -0.0025
Si 10.8771 8.1547 12.1791 0.0007 -0.002 -0.0021
Si 8.1738 10.8825 12.184 -0.0005 0.0036 0.0001
Si 10.8761 13.5915 12.1764 -0.0098 0.0018 -0.0015
Si 13.5804 -0.0141 12.1884 -0.0009 -0.0022 0.0006
Si 16.2925 2.7022 12.2161 0.0004 -0.0013 -0.0027
Si 13.5812 5.4278 12.189 0.0031 -0.0046 0.0016
Si 16.2908 8.1437 12.2146 0.0004 -0.0016 -0.0008
Si 13.5805 10.8611 12.1938 0.0019 0.0001 0.0018
Si 16.2884 13.582 12.214 -0.0038 -0.0084 -0.0004
Si 19.0093 -0.0172 12.2515 0.0041 -0.0056 -0.0005
Si 21.7401 2.7155 12.2815 0.0026 -0.0003 -0.0005
Si 19.0116 5.4255 12.2505 -0.0001 -0.0037 0.0001
Si 21.7343 8.1514 12.2776 0 -0.0002 -0.0022
Si 19.0073 10.8695 12.245 -0.0041 0.0007 -0.0008
Si 21.735 13.5918 12.2767 -0.0005 0 -0.0016
Si 24.4705 0.0063 12.3026 0.0029 -0.0005 0.0024
Si 27.2076 2.7285 12.3059 0.0001 -0.0011 0.0007
Si 24.4736 5.4439 12.3007 -0.0063 0.0004 0.001
Si 27.2082 8.1654 12.2989 -0.0034 -0.0007 0.002
Si 24.4678 10.8746 12.3005 0.0057 0.0046 0.0024
Si 27.2072 13.6115 12.307 -0.0005 -0.0023 0.0016
Si 29.9425 0.0125 12.2968 0.0001 0.0036 0.0015
Si 32.6733 2.738 12.2686 -0.005 0.0029 0.0027
Si 29.941 5.4525 12.2917 -0.0036 0.0041 0.0054
Si 32.6729 8.171 12.2605 0.0015 0.002 0.001
Si 29.9445 10.8916 12.2867 0.004 0.0012 0.0022
Si 32.6738 13.6074 12.2613 -0.0033 -0.0002 0.0019
Si 1.3906 1.3597 13.6055 -0.006 -0.003 -0.0008
Si 4.1072 4.0767 13.5764 -0.0067 -0.0046 -0.0006
Si 1.3868 6.7976 13.6061 -0.0026 -0.004 0.0018
Si 4.1009 9.5108 13.5802 0.0007 -0.0008 -0.0022
Si 1.3865 12.2328 13.6061 0.0018 -0.0027 0.0022
Si 4.1048 -1.3636 13.5777 -0.001 -0.0055 0.0013
Si 6.8148 1.3542 13.5502 -0.0004 -0.0042 -0.0042
Si 9.5214 4.0738 13.5442 -0.0039 -0.0003 -0.0034
Si 6.816 6.7929 13.5599 -0.0027 -0.0031 -0.0027
Si 9.5243 9.5163 13.5479 0.0017 -0.0016 -0.0056
Si 6.8139 12.2359 13.5579 0.001 -0.0011 0.0006
Si 9.5206 -1.3662 13.5404 0.0026 0.0002 -0.0048
Si 12.2273 1.3543 13.5452 0.0025 0.0018 -0.001
Si 14.9417 4.0762 13.5628 0.001 -0.0029 0.0007
Si 12.2317 6.7954 13.5495 -0.0037 0.0026 -0.0033
Si 14.9424 9.5134 13.5696 0.0016 0.0029 -0.0006
Si 12.229 12.2316 13.55 0.0017 0 -0.0021
Si 14.9371 -1.3663 13.5655 0.0005 0.0056 -0.0013
Si 17.6557 1.3571 13.5939 -0.0015 0.0056 0.002
Si 20.3807 4.0834 13.6229 0.0038 0.0018 -0.0005
Si 17.6573 6.7998 13.5905 0.0027 0.0034 0.0017
Si 20.3776 9.526 13.6149 0.0019 0.0028 0.0007
Si 17.6541 12.2402 13.5914 0.0007 0.005 0.0008
Si 20.3782 -1.3589 13.6224 -0.002 0.0065 0.0016
Si 23.1083 1.3702 13.6484 0 -0.0004 0.0022
Si 25.8403 4.0879 13.6557 0.0009 0.003 0.0022
Si 23.1074 6.807 13.6408 0.007 0.0021 0.0019
Si 25.8413 9.5225 13.6515 0.0007 -0.001 0.0041
Si 23.1074 12.2458 13.6397 0.0009 -0.0037 0.0032
Si 25.8414 -1.3466 13.6563 -0.0027 0.0016 0.0041
Si 28.5739 1.3672 13.6541 -0.0005 -0.0039 0.0023
Si 31.3024 4.084 13.6364 -0.0012 -0.0048 0.0003
Si 28.5733 6.8061 13.65 0.0027 -0.0003 0.0006
Si 31.3058 9.5226 13.6287 -0.0051 0.0025 0.0017
Si 28.5763 12.2467 13.6463 -0.003 0.0022 0.0025
Si 31.3058 -1.3626 13.6306 -0.0004 -0.0013 0.0012
Si 32.6658 0.003 14.9738 -0.0021 0.0011 0.0019
Si 2.7468 2.7253 14.9538 0.0056 0.0063 0.0012
Si 32.6645 5.4465 14.9817 -0.0056 0.0027 0.0025
Si 2.7395 8.1595 14.9599 -0.0057 0.0052 -0.0002
Si 32.6614 10.8834 14.9826 -0.0028 -0.0004 0.0028
Si 2.7421 13.6003 14.9507 -0.0038 0.0042 0.0039
Si 5.457 0.0031 14.9289 0.0054 0.0101 -0.0018
Si 8.1644 2.7146 14.9132 -0.0021 -0.0031 -0.0047
Si 5.4556 5.4394 14.9362 0.003 -0.0033 -0.0009
Si 8.168 8.1597 14.9173 0.0032 0.0067 -0.0007
Si 5.4528 10.8791 14.9288 -0.0048 -0.0032 0.0001
Si 8.1656 13.6006 14.9152 0.0078 0.0074 -0.0006
Si 10.8725 -0.0089 14.9075 -0.006 -0.0046 -0.003
Si 13.5883 2.7092 14.9131 -0.0008 0.0019 -0.0041
Si 10.8763 5.4337 14.909 0.0074 0.0011 -0.0015
Si 13.5899 8.1485 14.9236 0.0006 -0.0052 -0.0011
Si 10.8786 10.8712 14.9171 -0.0085 0.0022 -0.0031
Si 13.583 13.5897 14.9221 0 -0.007 0.0012
Si 16.2997 -0.013 14.9377 -0.0065 -0.0063 -0.0014
Si 19.0197 2.7156 14.9629 0.0044 -0.0034 -0.003
Si 16.3024 5.4316 14.9358 0.0028 -0.0079 -0.0038
Si 19.0232 8.157 14.9581 -0.0002 0.0016 -0.0002
Si 16.3035 10.8713 14.9401 0.0017 -0.0001 0.0015
Si 19.0171 13.5948 14.9639 0 -0.0059 -0.0017
Si 21.7413 0.0036 14.9862 0.001 -0.0059 0.0007
Si 24.4761 2.7286 15.0086 -0.0023 0.0006 0.0025
Si 21.7495 5.4406 14.986 -0.0018 0.0008 -0.0038
Si 24.4728 8.1642 15 -0.0046 -0.0053 0.0013
Si 21.7445 10.881 14.9812 -0.0015 -0.0005 -0.0012
Si 24.4728 13.6088 14.9974 0.0048 0.0024 0.0036
Si 27.2077 0.012 15.0128 0.0001 0.0054 0.0017
Si 29.937 2.7293 15.0024 -0.0002 -0.0014 0.0025
Si 27.2062 5.4492 15.0069 -0.0018 -0.0009 0.0026
Si 29.9397 8.1699 14.9943 -0.001 0.0032 0.0038
Si 27.2094 10.8871 14.9985 0.002 0.0076 0.0037
Si 29.9372 13.6075 14.9992 0.002 -0.0023 0.0023
Si 1.3765 -1.3717 16.3232 -0.001 -0.0025 0.0001
Si 4.0955 1.3509 16.305 -0.0053 -0.0035 0.0032
Si 1.3848 4.0756 16.3277 -0.0067 -0.0082 -0.0023
Si 4.0914 6.7876 16.3128 -0.0032 -0.0017 0.0043
Si 1.3722 9.5073 16.3328 0.0012 -0.002 0.002
Si 4.0897 12.2266 16.3029 0.0042 -0.0031 0.0005
Si 6.8056 -1.3648 16.2851 -0.0076 -0.0056 0.0029
Si 9.5144 1.3463 16.2715 0.0064 0.0036 -0.0028
Si 6.8036 4.0629 16.2868 0.0087 0.0015 -0.0006
Si 9.524 6.7952 16.2738 -0.0058 -0.0064 -0.0011
Si 6.8023 9.5119 16.2846 0.0022 0.0075 -0.0014
Si 9.5181 12.2341 16.2724 0.0006 -0.0068 -0.0042
Si 12.2232 -1.3674 16.2775 -0.0056 0.009 0.0033
Si 14.9454 1.3554 16.2843 0.0055 0.0052 0.0022
Si 12.2378 4.0742 16.2678 -0.0016 -0.0089 -0.002
Si 14.9537 6.7971 16.2912 0.0002 0.0054 0.0027
Si 12.2386 9.5126 16.2823 0.0062 0.0017 -0.0007
Si 14.9495 12.2404 16.2895 -0.0031 0.0029 -0.0004
Si 17.6648 -1.3553 16.3144 0.0019 0.0042 0.0022
Si 20.3845 1.3727 16.3364 -0.0052 0.0079 0.0043
Si 17.6674 4.0882 16.3089 -0.0037 0.0044 0.0032
Si 20.3944 6.8139 16.3274 0.0039 -0.0061 0.0034
Si 17.6739 9.5256 16.3092 0.0034 -0.0032 0.0056
Si 20.388 12.2487 16.3283 0.0034 0.001 -0.0012
Si 23.1092 -1.3458 16.3477 -0.0063 0.0096 0.0032
Si 25.8454 1.3765 16.3687 0.0022 -0.0066 0.0046
Si 23.1141 4.0953 16.3583 0.0049 0.0023 0.0048
Si 25.8375 6.8098 16.359 0.0004 0.0014 0.0004
Si 23.1097 9.5307 16.3466 0.0049 0.0102 0.0015
Si 25.844 12.251 16.3481 -0.0012 -0.0067 0.0019
Si 28.573 -1.3528 16.3625 -0.0027 -0.0012 0.0036
Si 31.3006 1.3544 16.3418 0.0026 -0.0046 -0.0032
Si 28.5686 4.0883 16.3616 0.0016 0.0011 0.0013
Si 31.2977 6.8018 16.3458 -0.0016 -0.0025 -0.0025
Si 28.5736 9.5275 16.354 0.0036 -0.0063 0.0007
Si 31.2928 12.2366 16.3496 -0.0049 0.0043 0.0017
Si 2.7369 -0.0122 17.6715 -0.0036 0.0014 -0.0013
Si 5.4443 2.7116 17.6673 0.0017 -0.0014 -0.0016
Si 2.7352 5.4327 17.6949 -0.0005 0.0019 -0.0006
Si 5.4456 8.1582 17.6595 0.0066 0.0015 0.0066
Si 2.727 10.8746 17.6788 -0.0078 -0.0038 0.0025
Si 5.4453 13.5944 17.6487 0.0075 0.0073 -0.0007
Si 8.1545 -0.002 17.6476 0.0129 0.0071 0.0013
Si 10.8835 2.7046 17.616 0.0017 0.0131 -0.0096
Si 8.163 5.4317 17.6281 -0.0023 -0.0054 -0.0058
Si 10.8855 8.147 17.6402 -0.0016 0.004 0.0093
Si 8.1546 10.8819 17.634 0.0081 0.0022 -0.0062
Si 10.865 13.592 17.6409 -0.0085 -0.0144 -0.0018
Si 13.5877 -0.0102 17.6349 -0.0035 -0.0027 0.0036
Si 16.3103 2.7127 17.6472 -0.0031 -0.0038 -0.0055
Si 13.5986 5.4252 17.6369 -0.0021 -0.0083 -0.0006
Si 16.3183 8.1577 17.6542 0.0006 -0.0024 -0.0026
Si 13.5986 10.8748 17.6439 0.0049 0.0008 0.0002
Si 16.3115 13.5925 17.661 -0.0042 -0.0055 -0.0011
Si 19.0224 0.0089 17.6834 -0.0003 -0.0042 0.0018
Si 21.7441 2.7362 17.7039 -0.0006 -0.0078 -0.0007
Si 19.0334 5.4524 17.6711 0.0057 0.0059 -0.0052
Si 21.7542 8.1677 17.7034 -0.0033 -0.0039 0.0003
Si 19.0434 10.8767 17.6794 -0.001 0.0113 -0.0025
Si 21.7412 13.6145 17.6949 -0.0008 -0.0134 0.0018
Si 24.4714 0.0146 17.7097 -0.0017 -0.0052 -0.0006
Si 27.2048 2.7411 17.733 0.0015 0.0039 0.0047
Si 24.4773 5.4562 17.7238 -0.0038 -0.002 -0.0001
Si 27.1983 8.1783 17.7077 0.0018 -0.0014 0.0025
Si 24.4728 10.898 17.698 0.0048 0.002 -0.0014
Si 27.2063 13.6027 17.7142 -0.0055 0.0001 0.0048
Si 29.9367 0.0094 17.7177 0.0105 0.0106 0.0036
Si 32.6666 2.7115 17.6892 -0.0034 0.0034 -0.0042
Si 29.9305 5.4528 17.7108 0.0017 0.0012 0.0024
Si 32.6561 8.1499 17.7121 -0.0132 0.0002 0.0014
Si 29.9354 10.8776 17.7209 -0.0016 0.0094 0.006
Si 32.6502 13.6013 17.6999 0.001 -0.001 -0.0034
Si 1.3785 1.3352 19.0438 0.0019 -0.0001 0.0036
Si 4.085 4.0558 19.0494 -0.0066 -0.0021 0.0072
Si 1.377 6.7853 19.0731 -0.0044 -0.0074 0.0007
Si 4.0845 9.512 19.0336 -0.0055 0.0068 0.0066
Si 1.3582 12.2223 19.0488 -0.0069 0.0055 -0.005
Si 4.0818 -1.3881 19.0252 0.0073 -0.0048 0.0006
Si 6.7922 1.3434 19.0256 -0.0025 0.0017 0.0121
Si 9.529 4.0643 18.9643 0.0065 -0.0094 -0.0105
Si 6.8003 6.7759 18.9971 0.02 -0.0085 0.0036
Si 9.5131 9.5162 18.9756 -0.0178 0.0115 -0.0059
Si 6.8003 12.2392 19.0067 -0.0062 -0.0053 -0.0047
Si 9.4975 -1.3756 19.0036 0.0023 -0.0018 0.0006
Si 12.232 1.3522 18.9881 -0.01 0.0104 0.0036
Si 14.9588 4.0687 19.0013 0.009 -0.007 0.002
Si 12.2502 6.7816 18.9985 0.0082 -0.0058 0.0145
Si 14.9705 9.5253 19.0053 -0.0004 0.0028 0.0007
Si 12.2366 12.237 18.9923 -0.0018 -0.0024 -0.0033
Si 14.949 -1.3586 19.0023 0.0002 0.0036 0.0094
Si 17.6658 1.3784 19.0335 -0.0075 0.0139 0.0005
Si 20.3878 4.1133 19.0525 -0.0115 0.0115 0.008
Si 17.6874 6.8194 19.0272 -0.0032 -0.0013 0.0036
Si 20.4015 9.5306 19.0629 0.0097 -0.0023 0.0055
Si 17.686 12.2424 19.0222 0.0151 -0.0094 0.0038
Si 20.3857 -1.3377 19.0516 -0.003 0.0069 0.0051
Si 23.1121 1.385 19.0642 0.0019 -0.0015 0.0061
Si 25.8394 4.1076 19.0955 0.0048 0.0042 0.001
Si 23.1206 6.8269 19.079 0.0144 -0.0058 0.0007
Si 25.8343 9.547 19.0605 -0.0109 0.0081 -0.0021
Si 23.1073 12.2584 19.0497 -0.0003 0.0088 -0.0025
Si 25.8288 -1.3574 19.0596 0.0041 0.0071 0.0029
Si 28.5804 1.38 19.0795 -0.0015 -0.0079 0.0046
Si 31.3064 4.0778 19.0398 0.0036 -0.0108 -0.0085
Si 28.5561 6.8176 19.0641 -0.0078 0.0063 -0.0008
Si 31.2934 9.5051 19.0803 0.0091 -0.0178 -0.0012
Si 28.5656 12.2379 19.0777 0.0082 -0.0076 0.0056
Si 31.2929 -1.3615 19.0741 -0.0058 -0.0017 0.0015
Si 32.6641 -0.0066 20.43 0.001 0.0018 0.0064
Si 2.7364 2.6723 20.4166 -0.0023 0.0008 0
Si 32.6607 5.4009 20.4264 -0.0108 -0.0061 0.0067
Si 2.7427 8.1533 20.422 -0.0031 0.0038 0.0087
Si 32.6652 10.8554 20.4367 0.0006 0.014 0.0091
Si 2.718 13.5785 20.3967 -0.005 -0.0049 -0.0012
Si 5.4338 -0.0369 20.3889 -0.006 -0.0019 0.0097
Si 8.1738 2.7285 20.3359 0.0195 0.0167 0.0017
Si 5.4487 5.4299 20.3869 0.0051 0.0039 0.0024
Si 8.1642 8.1459 20.3267 0.0017 -0.0061 -0.0035
Si 5.4376 10.8944 20.3717 0.0166 0.0122 0.0018
Si 8.125 13.6077 20.3867 0.0021 0.0137 0.0117
Si 10.8739 -0.0185 20.3341 -0.0095 0.0066 -0.002
Si 13.5994 2.7013 20.3516 0.002 0.0021 0.0046
Si 10.8872 5.3978 20.3352 -0.0125 -0.011 0.0049
Si 13.6233 8.1469 20.3446 0.0023 -0.0004 0.004
Si 10.8635 10.8779 20.3311 -0.0023 -0.0059 0.0026
Si 13.5997 13.5911 20.355 -0.0039 -0.0033 0.0076
Si 16.2951 0.0097 20.3696 0.0052 -0.0014 -0.0019
Si 19.0216 2.752 20.3984 0.004 0.0039 0.0039
Si 16.3358 5.4271 20.3464 -0.0067 -0.0014 -0.0069
Si 19.0306 8.1807 20.4205 0.0006 -0.0018 0.0042
Si 16.3464 10.8689 20.3762 -0.0031 -0.0092 -0.0054
Si 19.0242 13.6119 20.3959 -0.0018 -0.0056 -0.0005
Si 21.7491 0.0252 20.4152 -0.0111 -0.006 0.0004
Si 24.4558 2.7531 20.44 -0.0071 0.0065 0.0047
Si 21.7409 5.479 20.4277 0.0019 -0.0018 0.0061
Si 24.4819 8.2037 20.4352 0.0022 -0.0027 0.0047
Si 21.7715 10.8944 20.42 -0.0006 0.0008 0.0026
Si 24.4535 13.6135 20.4229 -0.0028 -0.0128 0.003
Si 27.1946 0.0071 20.4006 -0.0031 -0.0066 0.001
Si 29.9563 2.7525 20.4283 0.0144 0.0163 0.0057
Si 27.1978 5.4881 20.4516 -0.0024 -0.0041 0.0075
Si 29.9078 8.1611 20.4389 0.0014 0.0007 0.0051
Si 27.1815 10.896 20.4394 -0.0054 -0.0069 0.0023
Si 29.9354 13.5898 20.4343 -0.0009 0.0036 0.0066
O 3.4148 0.3644 28.5471 -0.0751 -0.2548 0.0849
O 31.8889 1.4288 28.3915 0.1351 -0.556 0.4411
O 2.2604 10.8688 30.6546 -0.2135 0.5442 0.0101
O 2.7753 5.305 27.5439 0.0425 0.015 0.3179
O 7.1232 9.4448 28.8863 -0.4696 -0.0014 0.3323
O 4.8973 -3.8692 37.7823 0.2236 0.218 -0.3072
O 30.6832 -0.7379 33.297 -0.2088 0.2942 -0.1463
O 3.9659 11.5304 28.7197 -0.0212 0.0599 0.587
O 7.6899 0.1139 30.4513 0.3175 0.5364 0.4006
O 10.6056 -3.0843 27.4842 0.0072 0.0615 0.4123
O 6.294 4.0706 34.2032 0.1726 -0.2842 0.0977
O 4.4824 10.073 36.7145 0.1237 -0.2074 -0.4485
O 11.837 0.2628 37.9762 -0.4069 0.0379 0.1988
O 5.0419 2.326 28.5485 0.0984 0.0841 0.2706
O 30.3246 4.8416 30.7309 0.163 0.6119 0.24
O 10.4735 7.061 28.0463 0.5846 0.3116 -0.0371
O 8.5825 11.1694 27.6129 -0.1602 0.183 0.3904
O 2.5524 8.915 35.4515 -0.4774 0.0188 -0.0124
O 4.4937 5.1202 35.6465 -0.7377 -0.0632 0.2115
O 15.041 1.7374 37.4854 -0.2222 -0.3595 -0.3181
O 26.4922 4.8285 29.5739 0.1233 -0.1322 -0.314
O 14.2922 0.768 28.2674 0.0817 -0.63 0.0121
O 18.9162 -2.1448 30.4185 0.5924 0.1205 0.142
O 23.547 0.7108 30.4701 0.069 0.4069 -0.0825
O 18.5062 7.9063 31.6008 0.1604 -0.0702 -0.5786
O 15.6249 12.2155 28.3583 -0.0929 0.4559 0.4038
O 11.6306 9.5655 28.4377 -0.5702 -0.0676 0.1011
O 19.3054 2.5611 31.8793 -0.4643 0.1587 -0.0646
O 29.7548 10.893 30.8 0.1793 0.1696 -0.232
O 17.6753 4.2733 28.6311 -0.2161 -0.0727 0.6756
O 22.3167 5.9893 38.6092 0.1821 0.1598 -0.4872
O 16.8376 5.5034 35.4918 -0.6712 -0.161 -0.143
O 21.7132 -2.563 27.6913 -0.1456 -0.2289 0.5206
O 24.4492 5.5196 27.5793 0.0312 -0.0304 0.4584
O 23.6393 -0.9037 28.4609 -0.2351 0.0515 0.4948
O 25.1305 1.2809 28.3792 -0.37 0.2117 0.2787
O 24.1141 7.2805 33.1283 0.0452 0.2689 0.17
O 21.0426 1.6891 28.3571 0.0419 -0.3563 0.4237
O 28.9444 -1.3673 37.8604 -0.3541 -0.2477 -0.538
O 28.5795 10.6356 37.8264 0.4509 -0.1907 -0.3053
O 29.8698 -0.0072 27.6118 0.2561 -0.1743 0.4445
O 27.8994 -1.5146 28.4368 -0.2181 -0.243 0.1097
O 3.8717 9.0407 29.8514 0.3168 0.1894 0.4627
O 0.8198 -1.2339 28.8249 0.0675 0.3857 0.1143
O 27.1442 11.1065 30.4107 -0.3987 -0.1692 -0.1202
O 2.8195 3.4889 38.6796 0.1509 -0.0691 -0.1355
O 12.6325 4.449 28.5124 0.2993 0.5184 -0.0032
O 8.7017 1.237 28.2847 -0.2631 0.417 0.3583
O 10.8331 2.7181 27.6034 -0.1715 -0.2725 0.5409
O 6.5581 -0.3223 37.5304 -0.0372 0.3886 0.102
O 11.1339 -1.5682 33.5704 0.6917 -0.0229 0.1631
O 23.3872 -0.1794 37.8378 -0.3633 0.479 -0.22
O 0.5445 6.5983 35.6363 0.248 0.445 0.2386
O 14.749 -1.8827 35.4538 0.1582 0.5424 0.1153
O 22.3133 11.3527 38.7509 0.1131 -0.0213 -0.148
O 20.5164 7.6728 37.7604 -0.0438 -0.2432 -0.4708
O 29.3854 4.9442 37.8736 -0.0353 0.2432 -0.3302
O 24.465 10.9378 27.6501 0.2156 -0.0606 0.1482
O 4.9329 6.3088 38.0026 -0.0592 -0.213 0.0599
O 6.8 4.9085 37.1505 0.452 -0.0525 -0.6126
O 19.6223 12.3482 28.529 -0.1707 -0.1693 0.2012
O 24.7733 -2.0564 33.2111 0.023 0.0187 -0.0728
O 27.4914 0.6174 38.6722 -0.1139 0.1868 -0.2624
O 26.2818 7.1953 28.4831 0.248 0.371 0.0772
O 13.0038 -3.5846 36.3664 -0.318 0.0492 0.1973
O 17.2232 1.3647 35.112 0.127 -0.0459 0.6254
O 10.227 5.477 30.1153 0.0535 -0.3688 -0.1956
O 27.4481 6.1724 38.8657 0.1571 -0.2678 -0.3445
O 9.1579 0.0919 33.8224 0.0264 -0.0391 -0.1136
O 10.1788 7.4652 37.2296 -0.3684 0.0299 -0.4424
O 8.4756 3.3875 38.3785 0.129 0.0895 -0.3713
O 32.8467 1.3049 38.5231 0.7884 0.0387 0.0755
O 22.0882 4.6425 34.9976 -0.1196 0.373 0.1046
O 19.3087 4.9405 30.6041 -0.3328 0.5455 0.5009
O 26.7304 -3.8177 37.832 0.1807 0.082 -0.325
O 19.9764 11.9164 31.0053 0.6977 -0.2976 -0.3006
O 22.8615 3.6257 28.375 0.0872 -0.2163 0.5912
O 10.1396 -3.709 37.4841 0.43 -0.3548 -0.1227
O 16.8907 0.3434 38.4645 -0.074 0.0332 -0.4643
O 15.3862 -3.3953 37.4962 0.0356 0.0982 -0.5167
O 8.4005 -2.074 38.4544 0.0892 0.0898 -0.4738
O 14.742 9.0962 35.1772 0.153 -0.4301 0.0989
O 12.3399 -1.5211 28.5779 0.4079 0.0857 0.1125
O 6.3849 6.5466 33.2592 -0.3725 0.0182 -0.6556
O 28.6106 6.6254 32.8102 0.2924 0.4296 0.4189
O 32.917 2.776 34.7794 -0.2161 0.1602 0.5958
O 14.9937 6.489 28.6578 0.1675 -0.4538 0.0168
O 13.6847 -1.5297 37.8771 0.4518 -0.0566 0.0174
O 24.3396 5.8932 35.4192 0.1674 0.0692 0.2391
O 14.9236 2.753 35.1298 -0.3771 0.3568 -0.1833
O 30.8984 6.3961 28.576 -0.0383 0.3156 0.3092
O 22.7008 9.5356 28.8537 -0.1301 0.2441 0.2689
O 17.9048 5.2605 37.8315 -0.2422 -0.1139 -0.2928
O 0.3338 9.2211 31.5196 0.0292 -0.2977 -0.6314
O 25.8864 12.7318 28.7983 0.0423 0.5972 0.332
O 26.3295 10.2321 36.5562 -0.1184 0.1036 -0.5855
O 2.4716 -0.8716 30.7255 0.3624 -0.2056 0.4128
O 21.2303 0.6423 31.8589 -0.0482 -0.2641 -0.1294
O 27.1788 4.5261 32.0088 -0.3494 0.1804 0.2453
O 23.9939 9.706 37.6802 -0.4121 -0.0555 -0.6065
O 28.3672 -0.0313 30.5395 0.1968 -0.2303 0.2512
O 12.1466 5.8362 37.4088 -0.2072 -0.1023 -0.3059
O 13.322 -3.3691 33.8103 -0.154 0.061 -0.3892
O 30.225 8.8201 38.6773 0.1466 -0.1145 -0.2946
O 10.7743 -3.9374 32.2181 0.5545 -0.1238 -0.0176
O 28.1245 1.4862 32.6663 -0.1135 0.1732 -0.0189
O 1.3337 3.1448 28.0948 0.3572 -0.2014 0.2432
O 18.2794 -1.7438 37.5033 0.1199 -0.2946 -0.1365
O 4.1858 1.8939 37.2923 0.4371 0.1041 -0.0924
O 14.0427 4.1068 37.4397 0.5674 0.2801 -0.0151
O 23.1314 7.6351 30.6382 0.0139 0.0253 0.117
O 32.4959 -0.5939 31.2888 -0.3283 0.48 -0.2271
O 25.8279 -0.6184 29.9615 -0.1995 -0.2583 0.1944
O 27.0982 2.2279 34.9183 -0.5482 -0.1099 -0.1238
O 19.2627 4.611 34.89 -0.1162 -0.0382 0.2503
O 25.8569 7.9245 37.8336 0.0435 -0.3343 -0.3221
O 31.4137 -0.7593 37.9144 -0.2303 -0.0356 0.4693
O 27.4425 2.4355 30.3223 -0.0121 -0.002 -0.6344
O 21.3187 3.3152 30.4425 0.2975 -0.1992 0.3764
O 17.4608 10.2172 28.4351 0.3296 0.0993 0.3609
O 9.4731 7.6055 33.1906 0.3621 0.1987 -0.255
O 7.8327 2.1266 32.931 0.0203 0.2058 0.1722
O 30.7472 2.7268 37.9744 -0.0073 -0.2672 -0.0812
O 28.5759 9.5368 28.8489 -0.0021 -0.6065 -0.0066
O 32.8756 -2.2227 33.3198 0.4592 -0.154 0.5892
O 13.089 10.1658 37.2304 0.0465 0.6622 -0.289
O 14.2522 8.5613 38.6814 -0.1756 -0.2184 0.0623
O 28.2143 6.7182 30.2378 0.3451 -0.1929 -0.4835
O 28.9237 11.4678 33.2325 -0.3209 -0.4947 0.0778
O 28.1817 8.9387 31.442 -0.4155 0.1482 0.195
O 16.4302 8.0602 33.3007 0.1669 -0.2668 0.3645
O 31.2213 -3.8964 32.2435 -0.1357 0.224 -0.1426
O 31.8415 3.3042 32.3821 0.159 -0.3481 -0.3439
O 7.6234 -1.2165 28.2705 -0.0315 -0.1118 0.3876
O 20.6596 -3.3438 37.764 -0.2831 0.3135 -0.2202
O 29.1116 4.4424 28.4077 -0.2121 0.2874 0.1491
O 14.6621 -1.1782 32.9517 -0.4246 -0.0299 0.0702
O 16.3116 8.2117 27.3581 -0.0446 -0.0862 0.1327
O 23.8045 11.8852 33.6559 0.054 -0.0822 0.2435
O 2.4728 4.2558 30.8328 -0.129 0.35 -0.5334
O 28.6233 0.0454 34.7742 0.2442 0.0565 0.5868
O 1.0703 5.1711 37.773 0.3615 0.114 -0.4078
O 13.6214 10.8302 27.4623 -0.0941 -0.1087 0.159
O 20.2727 4.1679 28.2652 0.0323 -0.0174 -0.5668
O 10.9038 6.2135 35.0439 0.1179 -0.5525 0.0342
O 16.727 10.5313 34.231 0.1782 -0.0463 0.1812
O 15.9543 -3.3729 33.6013 -0.1045 -0.2074 -0.5973
O 10.1203 1.9057 37.1544 -0.1916 0.1383 -0.5882
O 22.1559 0.4707 35.5632 -0.02 -0.0124 -0.3919
O 16.7982 -0.7991 31.4778 -0.049 -0.3041 0.3495
O 10.4936 5.1853 32.6915 0.4251 -0.0041 0.2761
O 11.1066 7.9765 30.415 0.2733 -0.3233 0.2415
O 27.195 2.7514 27.5636 -0.0273 -0.0077 0.3062
O 32.3932 0.5849 35.9942 -0.3634 -0.1868 -0.106
O 19.486 3.3664 38.6102 -0.3269 0.1715 -0.4043
O 6.1535 7.1594 35.8135 0.0892 0.2601 0.3404
O 23.5252 5.2282 31.4893 -0.4455 -0.1 -0.2017
O 6.8867 2.5712 30.5048 -0.0163 -0.3882 -0.0017
O 1.414 -0.7441 37.5841 0.476 -0.1428 -0.7887
O 11.9678 3.7965 31.0401 0.2104 -0.3672 0.5431
O 7.8249 9.0456 31.5327 -0.2474 0.1479 -0.1361
O 29.2272 3.3106 35.9225 0.1378 -0.5738 -0.336
O 30.5467 7.7936 31.3833 0.127 -0.2837 -0.3145
O 6.478 -1.8457 35.4193 -0.3098 0.1151 -0.2991
O 16.3645 6.5359 31.0391 0.1244 -0.3435 -0.0537
O 18.2233 7.5017 36.4615 -0.0832 -0.0635 -0.6239
O 6.0235 7.6272 30.4153 0.1118 -0.3339 0.222
O 4.5132 6.9868 28.4299 0.2506 0.0926 0.0458
O 3.1778 8.1805 37.9691 -0.3443 -0.0456 0.13
O 19.0013 0.4173 33.2898 -0.1362 -0.2592 -0.0821
O 30.2112 11.1721 27.6616 0.1596 0.1592 0.5018
O 14.5908 0.3374 30.8466 0.087 -0.1069 -0.1957
O 18.4786 -4.0425 33.2134 -0.122 0.4577 0.0551
O 8.5086 5.4581 34.3532 0.0455 -0.4073 0.6856
O 17.8645 5.884 33.0907 0.1728 -0.1727 -0.3145
O 0.653 5.1032 33.503 0.0479 0.1073 -0.2674
O 18.8823 9.7342 37.6845 0.0785 0.2129 -0.4034
O 8.4873 8.9162 38.4545 0.1455 0.1019 -0.5748
O 31.8154 6.9739 37.805 0.0052 -0.0645 -0.1114
O 17.6135 -3.6764 35.6535 -0.2578 -0.0873 0.5078
O 25.1338 3.1792 31.1821 -0.1285 -0.2498 -0.4128
O 20.1788 8.9507 35.5018 -0.0132 0.3606 -0.2833
O 21.5189 7.3339 28.4903 0.5336 -0.0029 -0.1539
O 12.6533 10.5602 34.776 -0.4689 -0.0966 -0.293
O 5.0224 -0.1944 30.6165 0.0716 -0.1882 0.1509
O 26.7082 3.9768 36.7814 0.0975 0.2518 0.231
O 6.6491 -2.2172 31.0591 -0.1921 -0.4402 -0.2098
O 19.5426 0.5436 35.9144 -0.3018 -0.0013 0.4695
O 10.28 10.4448 30.5081 -0.3829 0.0533 -0.3833
O 16.9794 11.3161 38.5804 -0.1136 -0.0341 -0.2493
O 22.3868 7.5449 35.1238 -0.1907 -0.2915 0.6901
O 4.6574 0.0646 35.6101 -0.4043 -0.3019 -0.3405
O 24.9638 -2.106 38.6538 -0.1043 0.0572 -0.3636
O 16.9958 3.5415 33.7518 -0.2221 0.2272 -0.3638
O 29.9222 2.2249 31.0285 0.3583 -0.3512 -0.383
O 32.7159 8.1397 27.7049 0.0836 -0.1078 0.3976
O 23.5893 0.207 33.0346 -0.2375 0.0936 0.3018
O 32.2789 -3.1269 27.6304 0.0246 -0.1349 0.2984
O 6.6488 -0.1938 32.7688 -0.3949 -0.1713 0.2968
O 25.1226 12.4283 31.3811 -0.342 -0.1132 -0.1566
O 27.3315 -2.5627 30.7278 0.1697 0.0564 0.4705
O 17.4822 12.0602 30.1787 -0.3376 0.2545 0.718
O 22.2066 9.854 34.0222 0.2931 -0.138 -0.2832
O 6.8488 10.7152 37.5551 0.1112 0.3227 -0.1741
O 9.4266 10.2472 33.0583 0.0253 0.2769 0.575
O 8.555 7.4039 29.7137 -0.1107 -0.4569 -0.2619
O 29.509 4.0918 33.0221 0.1495 -0.3361 0.4323
O 20.7815 4.458 32.795 0.5231 0.2103 -0.0149
O 22.8965 2.587 32.241 -0.4594 0.1112 0.1499
O 21.9332 11.905 35.6423 0.3656 -0.354 0.4952
O 15.9039 6.911 37.5596 -0.5396 -0.1104 -0.2691
O 30.8572 -3.2438 37.8429 -0.1021 -0.286 -0.6053
O 16.1254 2.5901 27.5644 0.011 0.0967 0.3623
O 5.5289 -2.7984 27.7375 -0.1075 0.0473 0.328
O 7.5686 4.599 32.0065 -0.166 0.578 -0.1614
O 8.3077 -3.7925 35.5935 -0.1415 -0.6796 -0.1322
O 24.4045 4.0897 33.6086 0.2669 -0.0974 -0.1013
O 26.4517 -4.0167 33.6441 0.0583 -0.1014 0.3317
O 18.9021 0.385 30.6036 0.1219 0.2643 -0.3542
O 19.1292 6.4175 28.2941 -0.649 0.5185 0.1655
O 25.6168 6.8636 31.0258 0.2685 0.2777 0.2127
O 1.9432 10.3459 37.5274 -0.1245 0.2128 -0.5152
O 17.2607 -0.9895 28.8255 -0.3024 -0.2459 0.1625
O 31.6912 3.9462 28.7987 0.2315 0.0535 -0.0895
O 11.3048 0.3666 35.3323 0.5271 0.2476 -0.4539
O 10.8635 -3.915 34.977 -0.0669 -0.1344 -0.4894
O 15.7541 1.262 32.9905 -0.1316 0.3198 -0.3695
O 14.0393 5.2955 30.6531 0.1646 -0.0306 0.3448
O 24.5574 4.5818 38.1804 0.3531 0.2745 -0.1723
O 11.5979 -1.6881 31.0833 0.4855 -0.2496 0.1069
O 19.5886 10.017 32.6689 -0.3664 -0.1337 0.2105
O 14.0011 2.7183 29.9495 0.2287 0.1964 0.1177
O 24.4687 -0.6246 35.4115 0.6196 -0.2907 0.1555
O 21.2002 1.9643 37.407 0.2986 0.2052 -0.2529
O 0.499 0.3906 33.5835 0.4496 0.1582 -0.2906
O 32.8036 -4.7419 38.7 -0.2032 0.0965 -0.4699
O 17.8092 -1.1721 34.9785 -0.665 -0.2205 -0.3769
O 7.0649 -3.3371 33.3487 -0.4392 -0.3616 -0.2444
O 20.7855 8.7692 30.6075 -0.3067 0.4276 0.0417
O 28.0807 -4.2943 35.6546 0.1854 0.0697 0.1014
O 31.4845 4.7423 36.3903 -0.0624 -0.0401 -0.6463
O 25.4287 2.0938 38.0009 -0.2208 -0.3339 -0.2988
O 7.3065 8.848 34.0976 0.1479 0.6102 0.4835
O 7.0842 0.7534 35.161 -0.079 0.3862 0.0317
O 12.4514 8.0484 35.9055 0.3816 -0.1612 -0.0139
O 5.8205 11.9117 35.4094 -0.1775 -0.0299 -0.5115
O 24.8294 8.4622 35.4479 0.2008 0.0764 -0.4677
O 9.9752 -0.6994 29.3649 -0.095 -0.1607 -0.1991
O 2.2617 1.1352 35.4996 0.2138 -0.2838 -0.0873
O 21.1728 12.116 33.2159 -0.1023 0.5365 0.045
O 9.0604 -2.0326 32.0551 -0.2542 0.6066 -0.194
O 12.2055 0.6846 29.9212 -0.2452 0.4525 0.2949
O 0.6724 2.332 30.3706 -0.345 -0.0858 0.4368
O 0.9531 11.5287 32.7785 0.1369 -0.0899 0.692
O 3.1639 -2.1665 38.6578 0.1574 0.1126 -0.2824
O 15.4558 10.3074 30.1851 0.1099 -0.267 0.2068
O 22.4494 -2.0293 36.3047 0.3511 -0.2077 -0.1309
O 14.6807 9.8361 32.6281 -0.0457 0.1059 0.1697
O 30.9214 9.8463 32.9611 -0.3193 0.0452 0.7548
O 1.7139 2.7633 32.7327 0.5769 -0.4511 0.2405
O 14.2814 7.9766 30.7238 -0.5067 0.0223 0.1287
O 9.7521 -1.6555 35.7915 -0.0779 0.3516 0.3903
O 20.7353 7.8235 33.1224 -0.0409 -0.6956 0.0263
O 30.3533 -1.7827 35.6793 0.1983 -0.2435 -0.3226
O 2.6298 9.5529 32.8797 0.1357 0.0104 0.0125
O 9.4784 3.1592 31.1581 0.1347 -0.3724 -0.1811
O 19.1389 0.0811 27.5478 0.1758 -0.0926 0.1148
O 12.8392 10.0585 30.7613 0.0433 0.3479 0.0248
O 24.1815 3.2953 36.0134 -0.3005 -0.6127 -0.2069
O 0.752 -2.9603 30.8787 0.2537 -0.5771 -0.1555
O 4.6552 8.341 33.9643 -0.0026 0.2842 -0.3191
O 2.2456 7.1066 33.672 0.4378 -0.2035 -0.2902
O 3.1999 1.6688 30.8509 0.2933 0.2519 0.1452
O 8.3785 5.5942 27.2988 -0.0182 0.0916 0.1662
O 3.7496 6.5577 30.984 -0.5413 0.0802 0.3251
O 19.9597 -2.5205 35.5217 0.0442 0.0549 -0.7363
O 32.2523 7.538 33.379 -0.2438 -0.118 0.2503
O 4.1995 2.6315 34.7413 -0.1131 -0.0362 -0.533
O 26.1929 0.1016 33.6412 0.1244 -0.2528 -0.1346
O 27.6087 4.887 34.5618 -0.3345 0.6511 -0.011
O 6.7275 4.2429 28.5286 0.2482 0.2745 0.3868
O 12.6651 2.2313 36.3899 -0.2765 0.0677 -0.4585
O 4.0529 4.6655 32.9546 -0.0638 0.1541 0.2094
O 8.3156 11.9409 31.3051 -0.1677 -0.372 -0.236
O 28.571 -2.3744 33.8611 -0.3538 0.0417 -0.5382
O 4.9821 4.2949 30.4529 0.2534 0.1844 0.2174
O 1.9344 9.9498 28.2675 0.0478 0.0708 0.1488
O 20.7505 2.4958 34.7385 -0.2681 -0.1749 -0.5322

Results
total energy: -218735.319 eV
total energy less fixed offsets of O -438.35, Si -107.03 eV per atom: -16.599 eV
